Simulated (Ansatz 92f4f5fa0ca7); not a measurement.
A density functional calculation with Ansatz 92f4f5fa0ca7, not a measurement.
Periodic cell of 222 atoms, Si131O89B2, from a study of silicon, its oxide and their interface. The atomic structure is a simulated model.
Doubt: the cutoff is far below the 930 eV that the study's wrapper takes by default for these files, so forces and energies are approximate.
This geometry differs little from another in the collection (a relaxation step or a small displacement).

Settings: functional PBE; potential files Ansatz PAW; basis plane waves; wave-function cutoff 580 eV; density cutoff ratio 5; exchange-correlation grid ratio 1; k mesh 1 x 1 x 1, Gamma-centred; self-consistency stop 5e-08 eV per atom in the density residual; occupations fixed; spin none; net charge 0.

Cell vectors (angstrom)
a  10.938  0  0
b  0  10.938  0
c  0  0  32.1988

Atoms: element, x, y, z (angstrom)
Si  10.5522  0.2346  24.8937
Si  5.7224  10.6614  24.7299
Si  2.5259  2.9473  24.6549
Si  8.4201  2.4794  24.861
Si  0.3036  5.2078  24.7574
B  5.6182  5.2879  24.9538
B  2.5199  8.4682  24.7801
Si  7.9193  8.4008  24.7229
Si  1.3453  1.3923  26.0251
Si  6.8334  1.2873  26.128
Si  4.1528  4.156  25.9591
Si  9.6312  4.0874  26.0942
Si  1.4697  6.9483  25.9036
Si  6.7217  6.7712  25.9885
Si  4.0299  9.4702  25.9161
Si  9.4334  9.555  26.1567
Si  2.7278  -0.0083  27.3395
Si  8.1604  -0.0155  27.5642
Si  0.0129  2.7153  27.4838
Si  5.4511  2.7269  27.3886
Si  2.7674  5.5265  27.3519
Si  8.2022  5.4737  27.3774
Si  -0.0046  8.1942  27.3667
Si  5.4021  8.1692  27.388
Si  4.0824  1.3577  28.756
Si  9.5782  1.3598  28.8378
Si  1.39  4.1373  28.7475
Si  6.8382  4.0967  28.7556
Si  4.0922  6.8258  28.8004
Si  9.574  6.8308  28.7622
Si  1.3698  9.5652  28.7397
Si  6.7696  9.5316  28.8012
Si  0.0161  -0.0161  30.1552
Si  5.448  0.0058  30.1513
Si  2.7285  2.7453  30.1298
Si  8.2  2.7393  30.1563
Si  0.0055  5.4674  30.1378
Si  5.4788  5.4582  30.1449
Si  2.7231  8.2101  30.1425
Si  8.2005  8.1976  30.14
Si  1.3673  1.3673  31.515
Si  6.8362  1.3673  31.515
Si  4.1018  4.1018  31.515
Si  9.5708  4.1018  31.515
Si  1.3673  6.8362  31.515
Si  6.8362  6.8362  31.515
Si  4.1018  9.5708  31.515
Si  9.5708  9.5708  31.515
Si  2.7345  0  0.6835
Si  8.2035  0  0.6835
Si  0  2.7345  0.6835
Si  5.469  2.7345  0.6835
Si  2.7345  5.469  0.6835
Si  8.2035  5.469  0.6835
Si  0  8.2035  0.6835
Si  5.469  8.2035  0.6835
Si  4.1222  1.3605  2.0567
Si  9.5678  1.356  2.0557
Si  1.3691  4.1193  2.0394
Si  6.8508  4.0832  2.0592
Si  4.1063  6.828  2.0552
Si  9.5794  6.836  2.0528
Si  1.3783  9.5534  2.0522
Si  6.8295  9.5903  2.0524
Si  -0.0041  -0.0291  3.3978
Si  5.4877  0.0117  3.4709
Si  2.7725  2.7768  3.3751
Si  8.1955  2.6997  3.4508
Si  0.0178  5.4781  3.4351
Si  5.4856  5.4648  3.4113
Si  2.7663  8.2097  3.4455
Si  8.2077  8.2228  3.3878
Si  1.3914  1.3897  4.6375
Si  6.8469  1.3486  4.9122
Si  4.1578  4.0872  4.8051
Si  9.5751  4.0847  4.7692
Si  1.4142  6.8335  4.8211
Si  6.8263  6.8872  4.7342
Si  4.1375  9.5767  4.8539
Si  9.5556  9.5505  4.7935
Si  2.7468  0.1098  6.0662
Si  8.2063  -0.0613  6.2738
Si  0.0282  2.6745  6.0488
Si  5.4792  2.7271  6.2968
Si  2.8163  5.4802  6.1837
Si  8.1718  5.4815  6.0488
Si  0.0131  8.1873  6.1593
Si  5.5317  8.22  6.2405
Si  3.8411  1.5709  7.6047
Si  9.8381  1.1453  7.4581
Si  1.6311  3.8  7.3158
Si  6.6505  4.4199  7.4916
Si  4.4042  6.6354  7.5543
Si  9.368  6.9475  7.4106
Si  1.1401  9.9202  7.3029
Si  7.1644  9.2254  7.6808
O  8.3236  8.0926  7.9323
O  2.7237  2.7374  7.9512
O  9.5227  1.3853  24.3079
O  0.0258  0.0276  7.9618
O  5.5201  5.5081  8.0451
O  6.809  9.5205  24.1734
O  1.4342  4.1181  24.1948
O  3.8567  7.3923  8.9417
O  0.8289  4.3726  8.6187
O  9.8176  6.1619  8.7995
O  2.1037  9.3866  8.5182
O  7.5065  3.9275  8.816
O  4.2711  0.9267  9.0765
O  6.7376  9.554  9.2389
O  9.211  1.8611  8.8071
O  7.7526  3.0642  23.4725
O  10.4663  5.7784  23.4258
O  5.1391  0.492  23.3939
O  6.0037  5.0074  23.6972
O  3.0968  2.215  23.2746
O  2.189  8.9396  23.555
O  8.655  7.7633  23.3807
O  0.0294  10.3847  23.5177
Si  4.4006  1.6144  22.4802
Si  3.4848  7.9137  14.0556
Si  7.1062  0.9559  14.6771
Si  0.8833  9.4039  22.5871
Si  1.177  4.3062  11.8966
Si  6.2608  8.9622  15.3339
Si  0.6762  1.3637  12.3271
Si  8.5997  4.9866  20.5472
Si  0.327  5.7066  9.3744
Si  5.089  3.1325  17.9467
Si  0.8636  3.7365  16.789
Si  10.359  2.8316  19.273
Si  5.2809  1.1836  10.3565
Si  0.884  0.1774  19.9021
Si  6.6466  9.4611  10.8771
Si  9.3397  9.6826  18.3603
Si  9.3893  9.2493  12.5936
Si  6.6012  3.8492  22.6641
Si  2.4378  8.0726  9.396
Si  10.5764  7.3655  17.1061
Si  2.4997  6.2849  16.6068
Si  10.1781  4.491  14.2099
Si  6.1365  9.1957  18.5309
Si  7.9712  2.5737  9.5898
Si  8.8786  2.1468  12.4685
Si  5.3308  6.2508  18.0814
Si  3.922  0.5757  19.4804
Si  4.2732  3.8411  12.0552
Si  5.5466  6.601  12.1528
Si  7.9984  2.4918  17.2439
Si  4.3532  2.4864  14.9749
Si  1.5302  1.2134  15.2881
Si  1.5715  9.4088  12.0684
Si  8.0521  6.8502  13.8849
Si  10.3774  9.8374  15.5152
Si  9.8375  6.9965  22.5576
Si  8.0927  5.4768  17.4396
O  6.0462  7.9603  11.3073
O  6.0292  9.2161  16.9134
O  7.6773  1.3682  13.213
O  0.8812  1.7463  13.8987
O  9.4197  6.2446  16.9272
O  6.7678  6.1981  13.1469
O  5.119  4.6654  18.6237
O  9.2053  2.1271  18.3054
O  2.3575  0.1158  19.1233
O  9.4229  10.2456  16.8037
O  2.7845  4.4396  11.717
O  5.0571  10.3327  19.1153
O  9.4215  3.246  13.5116
O  0.4201  1.76  20.0184
O  3.1427  1.3749  15.0922
O  8.1062  5.3677  19.0567
O  3.8825  6.6064  17.4132
O  4.5823  3.3007  16.3864
O  9.0666  5.6705  14.3408
O  5.4165  2.8618  22.165
O  10.6746  4.1483  15.7085
O  0.3008  3.8499  18.3215
O  10.4298  10.4956  19.2777
O  9.6386  10.0268  14.0563
O  11.0099  8.0654  22.1507
O  1.1737  2.1538  16.5657
O  9.6483  3.73  20.4469
O  8.1351  4.023  16.7164
O  -0.0421  9.1057  11.9309
O  6.5679  2.4181  18.0285
O  5.5816  10.7181  11.2046
O  7.7462  9.6025  18.8705
O  10.0274  1.0229  12.0846
O  1.3102  6.9577  9.0942
O  0.6241  4.7653  13.3686
O  5.7021  7.6314  18.9939
O  5.2357  5.0875  11.5308
O  2.7067  6.9595  15.1358
O  0.9169  2.7369  11.4944
O  0.8632  10.6779  15.572
O  2.4074  8.5909  10.9321
O  4.695  2.4338  11.278
O  4.2434  3.5096  13.6853
O  2.1865  4.6736  16.5501
O  10.6821  8.2457  15.7254
O  6.9156  10.2876  14.6734
O  2.3376  8.9364  13.4499
O  8.013  1.5156  15.9294
O  4.1334  6.9899  12.8796
O  4.1541  2.0184  18.7121
O  7.2597  4.5823  21.3857
O  8.4145  2.9243  11.1165
O  1.1693  6.8686  17.3813
O  5.6395  1.5702  14.7652
O  8.1296  9.7564  11.6097
O  9.2619  6.3231  21.1957
O  8.9619  7.7167  12.8776
O  1.6548  0.1168  11.9172
O  6.6333  6.1444  17.0738
O  7.3912  7.7997  15.0555
O  1.2559  10.2795  21.2725
O  10.0206  8.1999  18.3835
O  3.9839  0.8942  21.0853
O  0.324  5.3198  10.9426
O  6.7005  1.5717  9.6532
O  4.7662  8.6935  14.7176

Results
free energy: -134205.522 eV
free energy less fixed offsets of B -154.04, O -568.88, Si -635.61 eV per atom: -2.212 eV

Forces (eV/angstrom), in the order of the atoms: element, x, y, z
Si  0.0408  -0.0216  -0.1563
Si  -0.1293  -0.1754  -0.0959
Si  0.0616  0.1519  0.0108
Si  0.0164  -0.0041  -0.0957
Si  0.184  0.0832  -0.0024
B  -0.1091  0.1905  0.4621
B  0.1748  -0.1228  0.4773
Si  -0.1711  -0.0861  -0.0754
Si  -0.026  -0.0288  0.0255
Si  0.0254  0.0709  0.022
Si  0.2503  0.085  -0.0918
Si  -0.0445  -0.0058  0.0333
Si  0.0409  0.2543  -0.1198
Si  -0.1203  -0.337  -0.0955
Si  -0.321  -0.0509  -0.1177
Si  0.049  0.0299  0.0093
Si  0.1722  -0.1204  -0.019
Si  -0.0164  -0.009  -0.0923
Si  0.0242  0.0123  -0.1164
Si  -0.1208  0.0786  -0.0014
Si  -0.0088  -0.0178  -0.035
Si  -0.0808  0.1428  -0.0169
Si  0.115  -0.1466  -0.0138
Si  0.0184  -0.0072  -0.0285
Si  -0.0299  0.0002  -0.0575
Si  0.0154  -0.0004  0.0993
Si  0.0438  0.0559  0.0564
Si  0.0511  -0.0585  -0.0343
Si  0.0152  -0.0009  0.029
Si  -0.0048  -0.0109  -0.0552
Si  -0.0616  0.0715  -0.0281
Si  -0.0865  -0.0522  0.1117
Si  0.0376  -0.0447  -0.0146
Si  -0.0014  -0.0276  0.0015
Si  0.0339  0.0007  0.0026
Si  -0.0433  0.0442  -0.0193
Si  0.0019  0.013  -0.0081
Si  -0.0356  0.026  -0.0121
Si  0.0232  -0.0303  -0.0158
Si  -0.0106  -0.0196  0.0081
Si  0.0561  0.0662  -0.0557
Si  -0.0366  0.0112  -0.0501
Si  0.0262  -0.0814  -0.0555
Si  0.0367  0.0627  -0.0433
Si  -0.057  0.05  -0.0781
Si  0.0721  -0.0579  -0.0098
Si  -0.1503  0.0181  0.0039
Si  -0.0285  -0.0543  -0.0328
Si  0.0754  -0.0136  0.1229
Si  -0.0419  0.0513  -0.0561
Si  -0.0532  -0.0221  0.0926
Si  0.0719  -0.0538  0.0283
Si  -0.0191  0.1486  -0.1024
Si  0.0799  -0.0621  0.1078
Si  0.0604  -0.1223  -0.0039
Si  -0.0117  0.0354  0.0753
Si  -0.0139  -0.0037  0.013
Si  0.001  0.0119  -0.0075
Si  0.0088  -0.0139  0.0152
Si  -0.0075  0.0227  0.006
Si  -0.0077  0.0035  0.0024
Si  -0.0062  -0.0038  0.0142
Si  -0.0031  0.012  0.0107
Si  0.0049  -0.01  0.0052
Si  -0.0394  -0.0533  -0.0529
Si  0.0252  0.0015  0.0338
Si  0.0333  0.073  -0.0721
Si  -0.0222  -0.0408  0.0302
Si  0.0241  0.0082  0.0185
Si  -0.0086  -0.0058  -0.0338
Si  0.0322  -0.0041  0.0347
Si  -0.0053  0.028  -0.0574
Si  0.0084  -0.0038  0.0768
Si  0.0012  0.0102  -0.0377
Si  -0.0101  -0.0215  0.0399
Si  0.0048  0.0152  -0.0197
Si  -0.0121  -0.005  -0.0158
Si  -0.0069  -0.0151  0.0257
Si  -0.019  -0.0105  -0.0467
Si  0.019  0.015  0.039
Si  -0.0091  -0.0097  0.0093
Si  0.0025  -0.0001  -0.0109
Si  -0.004  0.0021  -0.0046
Si  0.004  0.0172  -0.0063
Si  -0.0059  -0.012  -0.0152
Si  -0.0027  -0.0018  0.0083
Si  0.0055  0.0102  -0.0075
Si  0.0033  0.0061  0.0086
Si  0.0039  0.016  -0.0015
Si  -0.0068  -0.0318  0.0067
Si  0.0413  0.0128  0.0099
Si  -0.0149  -0.0331  -0.0206
Si  -0.0117  -0.0104  0.0132
Si  0.0213  0.0049  0.0123
Si  -0.0076  -0.0156  -0.0161
Si  0.0134  0.0103  0.0104
O  -0.0163  -0.0084  -0.0132
O  -0.0252  0.0067  0.0073
O  0.0144  -0.0193  0.1549
O  0.0005  0.0167  0.0056
O  0.0053  0.0177  0.0028
O  0.0774  0.0749  0.1234
O  -0.0763  -0.058  0.0456
O  0.0063  -0.002  0.0014
O  -0.0031  -0.0038  -0.0025
O  -0.003  -0.0017  0.0065
O  0.0074  -0.0016  0.0154
O  0.0056  0.0041  0.0175
O  0.0016  -0.0045  0.0101
O  -0.0029  -0.0027  0.0117
O  0.0033  0.0014  -0.0004
O  0.051  -0.0489  0.0397
O  -0.0426  0.0147  -0.0281
O  0.0391  0.0007  0.0052
O  0.156  -0.1598  -0.3664
O  -0.0023  -0.0384  -0.0213
O  -0.1731  0.138  -0.3146
O  0.0326  0.0119  -0.0189
O  -0.0675  0.0545  0.068
Si  0.0329  0.018  0.0311
Si  0.0005  0.0022  -0.0244
Si  0.0023  0.0014  -0.0206
Si  0.0592  -0.1205  0.1522
Si  -0.0003  0.0041  -0.0252
Si  -0.0019  -0.0005  -0.0182
Si  0.0017  0.0002  -0.0227
Si  0.0025  -0.0143  -0.0079
Si  -0.0008  0.0035  -0.0265
Si  -0.0059  -0.0047  -0.0204
Si  -0.0046  -0.0009  -0.0135
Si  0.0067  -0.0013  -0.0082
Si  -0.0054  0.0003  -0.0293
Si  -0.0233  0.0082  -0.0238
Si  -0.0011  0.0018  -0.0249
Si  -0.0023  0.0065  -0.0095
Si  -0.0007  0.0012  -0.0256
Si  -0.123  0.1201  0.1303
Si  -0.0061  0.0034  -0.0294
Si  0.0029  0.0027  -0.0161
Si  -0.0008  -0.0001  -0.0184
Si  0.0009  -0.0006  -0.022
Si  0.0035  0.0005  -0.0065
Si  -0.0084  0.006  -0.0242
Si  -0.0024  0.0023  -0.0244
Si  -0.0021  0.0063  -0.0216
Si  -0.0021  -0.0065  -0.0114
Si  -0.0012  -0.0027  -0.0255
Si  -0.0007  0.0008  -0.0232
Si  -0.0025  -0.0038  -0.0189
Si  -0.002  -0.0015  -0.0251
Si  -0.0032  -0.0015  -0.0193
Si  0.0006  -0.0021  -0.0279
Si  0.0004  0.0024  -0.0214
Si  -0.0021  0.0016  -0.0194
Si  0.037  0.0484  0.0142
Si  0.0023  0.0055  -0.028
O  -0.0016  -0.0019  0.013
O  -0.0003  0.0003  0.0115
O  -0.0023  -0.0001  0.0129
O  -0.0001  0.0016  0.0138
O  -0.0053  -0.003  0.0152
O  0.0004  0  0.0124
O  -0.0004  0.0007  0.0106
O  -0.0013  0.0015  0.0091
O  0.0027  0.0002  0.0066
O  -0.0013  -0.0006  0.0097
O  -0.0004  0.0015  0.0124
O  -0.0033  0.0027  0.0037
O  -0.0003  0.0024  0.0126
O  0.0072  -0.0028  -0.0054
O  0.0007  0.0015  0.0095
O  -0.0025  0.0028  0.0235
O  -0.0007  -0.0007  0.0123
O  0.0002  0.0012  0.0144
O  -0.0021  -0.0005  0.012
O  -0.0028  -0.0158  -0.0133
O  -0.0004  -0.001  0.014
O  -0.0015  0.0018  0.0068
O  0.007  -0.0009  0.0045
O  0.0005  0.0021  0.0141
O  -0.0215  0.0126  0.0109
O  0.0002  0.0023  0.0088
O  -0.0133  0.0151  0.0049
O  -0.0016  0.0013  0.0111
O  -0.0024  0.0004  0.0127
O  -0.0003  0.0014  0.0086
O  0.0007  -0.0019  0.0115
O  -0.0007  0.0009  0.0038
O  -0.0004  -0.0009  0.0108
O  -0.0015  -0.0011  0.0157
O  -0.0023  0.0001  0.0151
O  -0.0032  -0.0051  0.0041
O  -0.0002  0.0021  0.0119
O  -0.0015  -0.0004  0.0134
O  -0.0014  -0.0008  0.0113
O  -0.0003  0.0023  0.0098
O  -0.0025  0.0047  0.0169
O  -0.0009  0.0045  0.0145
O  -0.0007  -0.0013  0.0163
O  -0.0001  0.0019  0.0083
O  -0.0004  -0.0006  0.01
O  -0.0007  -0.0005  0.0115
O  0.0017  -0.0012  0.0147
O  -0.0014  0.0041  0.0147
O  -0.0017  0.0009  0.0133
O  0.0031  0.0042  0.0069
O  0.0041  -0.0062  0.0058
O  0.0008  -0.0011  0.0162
O  0.0005  -0.0006  0.0084
O  -0.0023  0.0002  0.0125
O  0.0028  -0.0007  0.0124
O  0.0153  0.008  0.0215
O  -0.0019  -0.0014  0.0121
O  -0.0024  0.0019  0.0147
O  0.0034  -0.0024  0.012
O  -0.0014  0.0002  0.0112
O  0.0067  0.001  0.0008
O  -0.0009  -0.0029  0.0066
O  0.0044  0.009  -0.0028
O  0.003  -0.0023  0.0138
O  0.0024  0.0004  0.0133
O  0.0009  0.0003  0.0123

The program warned: the cutoff lies below the one the program advises for these potential files; the forces do not sum to zero within the program's tolerance; the exchange-correlation potential is rough where the density is thin.
